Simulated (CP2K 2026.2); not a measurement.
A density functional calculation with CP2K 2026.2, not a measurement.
Periodic cell of 512 atoms, Si360O152, from a study of silicon, its oxide and their interface. The atomic structure is a simulated model.
Doubt: the forces sum to 3.93 eV/angstrom along one axis rather than to zero, so they err by at least 0.0077 eV/angstrom per atom on average; the grid cutoff is modest.

Settings
functional: PBE
method: Gaussian and plane waves
basis set: DZVP-MOLOPT-SR-GTH
pseudopotentials: GTH-PBE
grid cutoff: 300 Ry, relative cutoff 40 Ry
k points: Gamma only
occupations: fixed
spin: none
net charge: 0

Cell vectors (angstrom)
a	16.32	0	0
b	0	16.32	0
c	0.1406	-6.0421	34.1726

Atoms and the computed forces on them: element, x, y, z (angstrom), force x, y, z (eV/angstrom)
Si	-2.829	-7.418	-5.434	0.09	-0.022	-0.088
Si	2.362	-1.223	-7.892	-0.033	0.048	0.01
Si	0.016	5.784	-2.837	0.074	-0.047	0.083
Si	3.432	-0.716	24.322	-0.014	-0.007	0.001
Si	-7.156	-1.87	-2.732	-0.105	0.092	0.07
Si	-1.601	-7.973	-2.651	-0.074	0.027	0.043
Si	-8.744	4.816	-3.71	-0.104	0.01	0.146
Si	-3.223	6.033	-6.044	0.147	-0.028	-0.054
Si	-10.238	0.562	-4.403	0.048	0.07	-0.052
Si	5.295	5.613	-1.932	-0.016	-0.238	0.587
Si	-3.151	3.385	-5.102	0.152	-0.03	0.063
Si	4.969	-4.913	-2.904	-0.149	0.009	0.129
Si	-7.867	0.809	-6.085	-0.085	-0.097	-0.009
Si	-5.578	0.543	-1.914	-0.195	-0.328	0.631
Si	-0.741	0.016	24.517	0.112	0.055	-0.02
Si	-9.445	-6.553	-4.391	-0.066	-0.122	-0.007
Si	-5.141	-4.222	-2.856	-0.05	-0.091	0.137
Si	-4.918	1.373	-6.588	-0.009	-0.065	-0.066
Si	-0.423	-0.416	0.128	0.006	-0.008	-0.056
Si	3.185	3.22	0.052	-0.025	-0.026	-0.055
Si	-0.512	4.788	0.059	-0.242	-0.066	0.635
Si	3.238	8.553	0.056	0.107	0.209	0.569
Si	0.637	-4.882	0.009	0.025	0.009	0.03
Si	2.313	-3.127	0.099	-0.173	-0.215	0.578
Si	5.895	0.482	0.297	0.02	0.031	-0.062
Si	-8.707	2.236	0.346	-0.145	-0.305	0.57
Si	4.938	4.92	0.234	-0.004	-0.049	-0.015
Si	-7.808	8.315	0.145	-0.277	-0.044	0.711
Si	4.917	10.33	0.085	-0.181	-0.2	0.654
Si	-7.634	-2.004	0.17	0.178	0.003	0.572
Si	-5.873	-0.333	0.251	0.033	-0.009	-0.038
Si	-2.335	3.132	0.265	0.393	0.098	0.462
Si	-5.332	5.462	0.088	-0.051	-0.114	0.651
Si	-3.218	7.774	-0.176	0.304	0.114	0.786
Si	-5.697	-5.652	-0.073	0.184	0.263	0.725
Si	-2.132	-2.152	0.104	0.133	0.173	0.615
Si	-1.349	1.329	1.421	0.01	0.058	0.021
Si	1.353	4.051	1.335	-0.041	0.014	-0.01
Si	-1.456	6.726	1.12	0.015	0.003	-0.057
Si	1.46	9.585	1.254	-0.01	-0.042	-0.065
Si	-1.205	-3.996	1.278	0.016	-0.031	-0.07
Si	1.318	-1.405	1.376	0.045	0.018	-0.062
Si	4.107	1.493	1.432	0.035	0.035	0.01
Si	6.657	3.999	1.54	0.049	-0.011	-0.052
Si	4.044	6.772	1.399	-0.002	0.003	-0.029
Si	6.767	9.455	1.282	0.028	0.02	-0.009
Si	4.046	12.154	1.339	0	0.002	-0.101
Si	-9.438	-1.264	1.484	0.008	0.019	-0.038
Si	-6.899	1.313	1.553	-0.048	-0.005	-0.072
Si	-4.052	4.098	1.505	-0.023	0.005	-0.049
Si	-6.748	6.738	1.479	0.02	0.013	-0.045
Si	-4.111	-6.841	1.227	-0.02	-0.018	-0.059
Si	-6.78	-3.979	1.222	-0.022	0.003	-0.015
Si	-4.021	-1.328	1.338	-0.023	0.007	-0.03
Si	-2.779	0.059	2.778	0.028	-0.024	-0.028
Si	0.085	2.644	2.747	-0.015	0.034	-0.02
Si	-2.698	5.514	2.767	0.032	0.001	-0.007
Si	-0.035	8.161	2.474	-0.047	-0.011	-0.015
Si	-2.663	-5.448	2.523	-0.033	0.028	-0.01
Si	0.012	-2.715	2.826	0.031	-0.001	-0.03
Si	2.726	0.014	2.646	-0.04	0.003	0.011
Si	5.354	2.73	2.974	-0.021	-0.036	0.003
Si	2.595	5.499	2.74	0.013	-0.045	-0.031
Si	5.49	8.084	2.734	-0.003	0.017	-0.033
Si	2.732	10.849	2.792	-0.008	0	-0.031
Si	5.449	-2.745	2.633	-0.008	-0.011	0.016
Si	-8.172	-0.004	2.986	0.006	-0.004	0.007
Si	-5.465	2.715	2.769	0.022	0.016	0.01
Si	-8.203	5.408	2.748	-0.015	0.013	0.036
Si	-5.399	8.178	2.754	0.022	0.008	0.022
Si	-8.197	-5.375	2.585	0.033	-0.032	-0.02
Si	-5.353	-2.767	2.681	-0.032	0.049	-0.042
Si	-1.394	-1.338	4.104	0	0.005	-0.002
Si	1.403	1.311	4.119	-0.005	-0.025	0.027
Si	-1.319	4.075	4.049	-0.031	0.032	-0.011
Si	1.259	6.874	4.031	-0.038	0.035	0.019
Si	-1.343	9.512	3.934	0.019	-0.029	0.003
Si	1.374	12.222	4.135	0.009	-0.009	0.007
Si	4.084	-1.371	4.005	0.03	0.021	0.031
Si	6.763	1.372	4.262	0.001	-0.018	0.025
Si	3.972	4.161	4.163	-0.003	-0.007	-0.02
Si	6.81	6.773	4.135	0.006	0.005	0.021
Si	4.117	9.475	4.081	-0.006	0.009	0.027
Si	6.798	-4.079	4.035	0.007	-0.007	0.01
Si	-6.722	-1.424	4.127	0.011	-0.012	-0.009
Si	-4.118	1.378	4.151	-0.016	-0.006	0.017
Si	-6.82	4.08	4.109	-0.019	-0.007	0.035
Si	-4.048	6.848	4.136	0.006	0.016	-0.004
Si	-6.828	-6.748	4.002	-0.023	-0.02	-0.011
Si	-4.014	-4.138	4.006	0	-0.026	0.011
Si	-0.004	-0.01	5.458	0.01	-0.003	0.004
Si	2.692	2.722	5.493	-0.01	-0.001	0.002
Si	-0.016	5.463	5.429	0.003	-0.005	0
Si	2.691	8.16	5.414	-0.005	-0.001	0.013
Si	-0.02	10.841	5.404	-0.035	-0.021	0.007
Si	2.743	-2.709	5.43	0.024	0.011	-0.015
Si	5.393	-0.049	5.487	-0.022	-0.013	-0.007
Si	8.168	2.744	5.523	-0.013	0.004	0.011
Si	5.409	5.459	5.49	-0.009	-0.006	0.021
Si	8.176	-8.13	5.415	0.012	0.022	0.004
Si	5.458	-5.446	5.418	-0.002	-0.006	0.003
Si	8.172	-2.756	5.435	0.001	0.009	-0.007
Si	-5.432	-0.022	5.497	-0.009	0.001	0.025
Si	-2.71	2.748	5.435	0.026	-0.002	-0.001
Si	-5.438	5.46	5.44	-0.012	-0.015	-0.006
Si	-2.674	8.213	5.424	0.024	0.018	-0.009
Si	-5.427	-5.442	5.385	0.003	-0.007	-0.004
Si	-2.726	-2.749	5.425	0.012	0.009	0.012
Si	-1.36	1.352	12.249	0.018	-0.009	-0.002
Si	1.349	4.058	12.255	0.006	-0.007	0.004
Si	-1.375	6.781	12.242	-0.005	0.01	-0.005
Si	1.36	9.516	12.241	0	-0.005	0.008
Si	-1.36	-4.071	12.227	-0.003	0.013	-0.004
Si	1.368	-1.341	12.239	0.003	0.011	-0.005
Si	4.056	1.35	12.256	0.001	-0.01	0.005
Si	6.79	4.087	12.244	-0.009	0.019	0.003
Si	4.089	6.801	12.229	0	-0.004	-0.001
Si	6.792	-6.809	12.229	0.008	0.001	-0.001
Si	4.083	-4.065	12.236	0	0.008	0
Si	6.785	-1.372	12.243	0.007	-0.002	-0.005
Si	-6.791	1.376	12.241	0.003	-0.002	0.005
Si	-4.066	4.091	12.247	-0.015	-0.015	0.004
Si	-6.792	6.808	12.232	-0.003	-0.019	-0.001
Si	-4.099	9.499	12.234	0.016	-0.002	-0.004
Si	-6.809	-4.078	12.249	-0.003	-0.002	0.005
Si	-4.07	-1.338	12.234	-0.006	0.004	-0.006
Si	-2.719	0.011	13.624	-0.03	-0.015	-0.001
Si	-0.003	2.69	13.629	-0.014	0.001	0.002
Si	-2.709	5.427	13.641	0.019	0.009	0.006
Si	-0.004	8.13	13.58	-0.012	-0.012	-0.005
Si	-2.726	-5.455	13.553	-0.023	0.007	-0.009
Si	-0.001	-2.694	13.578	0.006	-0.005	-0.005
Si	2.696	0.011	13.649	-0.005	-0.015	0.014
Si	5.416	2.72	13.596	0.007	-0.011	-0.009
Si	2.739	5.422	13.573	0.017	0.034	-0.013
Si	5.446	8.15	13.603	-0.004	-0.015	-0.003
Si	2.724	10.894	13.585	0.002	0.007	-0.009
Si	5.424	-2.713	13.627	0.004	0.012	0.013
Si	-8.173	0.008	13.571	0.001	-0.002	-0.015
Si	-5.419	2.736	13.605	-0.001	0.004	0.006
Si	-8.154	5.458	13.584	-0.001	0.003	-0.004
Si	-5.441	8.143	13.627	-0.007	0.021	0.002
Si	-8.184	-5.448	13.591	-0.001	-0.003	0.003
Si	-5.439	-2.691	13.578	0.016	0.02	-0.006
Si	-1.328	-1.334	14.972	-0.007	0.018	0.016
Si	1.35	1.375	15.049	0.008	-0.004	0.005
Si	-1.353	4.039	15.002	0.008	0.008	-0.009
Si	1.365	6.752	14.915	0.013	-0.02	0
Si	-1.379	-6.825	14.907	0.008	-0.016	-0.012
Si	1.341	-4.067	14.922	-0.003	0.002	-0.026
Si	4.057	-1.355	15.003	0.018	0.011	0.012
Si	-9.537	1.356	14.93	-0.008	-0.011	-0.009
Si	4.072	4.08	14.974	-0.034	-0.005	0.005
Si	-9.498	6.802	14.97	0.003	0.011	0.006
Si	4.082	9.529	14.937	0.016	-0.006	0.007
Si	-9.543	-4.103	14.968	-0.006	0.004	0.007
Si	-6.805	-1.323	14.933	-0.011	0.011	-0.016
Si	-4.064	1.389	14.99	0.008	-0.004	0.01
Si	-6.794	4.103	14.936	0.006	0.025	-0.012
Si	-4.074	6.784	15.005	-0.029	-0.026	0.018
Si	-6.825	9.522	14.955	0.01	-0.017	0.007
Si	-4.063	-4.067	14.889	0.007	-0.026	0.004
Si	-0.03	0.031	16.426	-0.012	-0.009	0.038
Si	2.695	2.785	16.403	-0.03	0.01	0.003
Si	0.085	5.353	16.316	0.023	-0.03	-0.026
Si	2.701	8.143	16.229	-0.027	0.013	0.015
Si	-0.012	-5.469	16.227	0.003	0.02	-0.007
Si	2.66	-2.733	16.332	0.006	0.024	-0.002
Si	5.413	0.056	16.335	-0.014	-0.044	0.009
Si	-8.155	2.719	16.243	0.02	-0.001	-0.028
Si	5.494	5.393	16.307	0.015	-0.01	0.021
Si	-8.178	8.188	16.359	-0.025	0	0
Si	5.414	10.864	16.359	0.01	-0.015	0.008
Si	-8.158	-2.711	16.257	0.002	-0.005	-0.014
Si	-5.462	0.045	16.31	-0.02	0.01	0.006
Si	-2.717	2.723	16.418	-0.001	0.027	0.006
Si	-5.465	5.425	16.36	0.023	-0.017	0.014
Si	-2.688	-8.16	16.332	-0.03	0.01	0.038
Si	-5.451	-5.387	16.233	-0.041	0.034	-0.011
Si	-2.659	-2.773	16.253	0.027	-0.021	0.009
Si	-1.363	1.406	17.864	0.003	-0.019	0.011
Si	1.365	4.097	17.897	-0.004	0.028	0.031
Si	-1.269	6.708	17.593	-0.013	-0.026	0.033
Si	1.288	-6.859	17.57	-0.023	-0.004	0.013
Si	-1.307	-4.148	17.645	-0.038	-0.027	-0.034
Si	1.349	-1.362	17.744	0.023	0.004	-0.02
Si	4.088	1.463	17.731	0.049	-0.014	0
Si	-9.455	4.005	17.68	0.003	-0.029	0.022
Si	4.096	6.803	17.528	0.012	-0.034	0.007
Si	-9.52	9.552	17.765	-0.001	-0.016	-0.004
Si	3.939	-4.165	17.688	-0.006	0.011	-0.021
Si	6.758	-1.401	17.589	0.01	-0.001	-0.042
Si	-6.851	1.427	17.676	0.001	0.002	0.048
Si	-4.143	4.043	17.766	-0.019	0.012	0.004
Si	-6.807	6.824	17.703	0.031	0.024	0.001
Si	-4.102	-6.715	17.583	0.012	0.05	-0.023
Si	-6.77	-4.018	17.627	0.033	-0.037	-0.005
Si	-4.036	-1.381	17.502	-0.038	0.044	-0.046
Si	-2.794	-0.098	18.999	-0.021	0.044	0.031
Si	0.029	2.692	19.359	-0.009	0.048	0.007
Si	-2.792	5.565	18.952	-0.27	0.286	-0.542
Si	0.043	8.07	18.99	-0.002	0.01	-0.003
Si	-2.717	-5.455	19.019	0.015	-0.039	-0.005
Si	0.028	-2.826	19.057	0.05	0.039	0.074
Si	2.723	0.075	19.035	0.015	-0.06	-0.042
Si	5.499	2.751	19.171	-0.032	0.032	0.041
Si	2.848	5.568	19.069	-0.01	-0.036	0.026
Si	5.364	8.098	18.998	0.04	0.017	0.011
Si	2.608	-5.631	19.035	0.032	0.035	0.039
Si	5.29	-2.707	18.894	0.005	-0.002	0.007
Si	-8.207	-0.038	18.927	-0.036	0.009	-0.025
Si	-5.492	2.674	19.217	0.035	-0.01	0.021
Si	-8.139	5.412	19.036	0.023	0.026	0.006
Si	-5.425	-8.05	18.958	-0.061	-0.015	0.001
Si	-8.126	-5.299	19.032	0.015	0.03	0.064
Si	-5.343	-2.663	18.926	0.002	-0.064	-0.014
Si	-1.57	-1.624	20.295	0.343	0.311	-0.15
Si	1.37	1.222	20.572	0.014	0.025	0.101
Si	-1.046	3.942	21.069	0.25	-0.44	-0.359
Si	1.867	7.303	20.364	0.02	-0.016	0.03
Si	-1.815	-7.347	20.14	-0.217	-0.096	-0.543
Si	1.305	-4.296	20.462	-0.07	0.032	-0.671
Si	4.234	-1.147	20.293	-0.48	-0.39	-0.071
Si	-9.767	0.975	20.373	0.062	0.182	-0.769
Si	4.637	4.646	20.351	-0.024	-0.05	0.044
Si	-9.979	6.303	20.186	-0.173	-0.081	-0.518
Si	3.665	-7.276	20.364	0.033	-0.029	0.057
Si	6.658	-3.968	20.237	0.175	-0.047	-0.636
Si	-6.458	-0.988	20.15	0.05	0.049	0.054
Si	-4.66	0.648	20.254	-0.2	0.038	-0.604
Si	-6.688	4.298	20.54	0.046	-0.14	-0.754
Si	-3.633	7.369	20.133	0.044	0.068	0.03
Si	-6.773	-6.722	20.326	0.123	0.187	-0.551
Si	-3.779	-3.795	20.336	-0.427	-0.355	-0.128
Si	-2.193	-3.397	-2.797	0.129	0.138	0.194
Si	-3.766	-0.669	25.185	-0.055	-0.072	-0.039
Si	2.286	1.848	22.735	-0.241	-0.118	-0.578
Si	2.766	-2.137	21.882	0.492	0.319	-0.503
Si	5.064	-6.179	21.981	-0.41	-0.358	-0.417
Si	-4.972	1.273	23.131	0.064	0.019	-0.038
Si	-5.125	-3.434	24.796	-0.087	0.052	-0.064
Si	-7.538	-2.362	21.773	0.255	0.664	0.291
Si	2.897	7.058	-2.745	0.092	-0.057	0.188
Si	-5.068	-5.272	-5.538	-0.102	0.041	-0.008
Si	1.193	5.997	22.202	0.208	0.489	-0.636
Si	-8.968	1.037	-8.911	-0.051	0.014	0.029
Si	2.319	-5.367	-4.426	0.007	0.012	0.031
Si	0.063	-0.462	21.57	-0.29	0.019	-0.686
Si	-10.138	5.595	-8.741	-0.025	-0.053	-0.014
Si	-7.907	2.242	22.55	0.074	0.03	-0.129
Si	-7.97	-2.39	24.057	0.1	0.03	-0.573
Si	-8.889	7.495	-2.565	-0.051	-0.008	-0.03
Si	-8.86	8.124	22.133	-0.16	0.022	-0.028
Si	3.899	4.385	22.587	0.331	0.165	-0.615
Si	1.093	4.31	-8.112	0.036	0.124	-0.031
Si	0.441	8.147	24.261	0.061	0.142	-0.051
Si	0.042	-5.557	-2.164	0.333	0.287	0.626
Si	4.507	-5.638	24.907	-0.017	0.059	-0.052
Si	-2.033	-6.593	24.732	0.009	-0.025	-0.074
Si	-9.161	-7.779	-8.705	0.005	-0.017	-0.124
Si	-6.899	3.398	-1.857	-0.032	-0.009	0.228
Si	4.965	-5.532	-8.719	-0.059	-0.015	-0.137
Si	-2.57	-0.559	-6.555	0.014	-0.003	0.026
Si	-0.663	4.713	-5.667	-0.071	0.023	-0.03
Si	-7.527	-7.675	24.736	-0.009	-0.03	-0.028
Si	-7.614	-6.091	-6.909	-0.091	0.02	-0.027
Si	-8.888	-1.828	-5.302	0.036	0.119	-0.046
Si	-5.324	-4.591	21.915	0.523	0.209	-0.43
Si	3.829	-2.066	-2.498	0.218	0.449	0.242
Si	2.652	2.095	-2.011	0.227	0.479	0.47
Si	-10.666	4.819	-5.851	-0.018	0.033	-0.005
Si	-3.304	-3.531	-7.316	-0.031	-0.024	-0.028
Si	-2.966	1.763	-2.404	-0.019	0.008	0.179
Si	-0.077	0.531	-2.005	-0.012	-0.339	0.663
Si	-0.38	-6.077	22.518	0.08	0.035	-0.202
Si	2.836	-6.982	-7.04	0.036	0.172	0.051
Si	-1.827	-6.105	-8.058	-0.05	0.033	-0.01
Si	-0.555	-1.289	-4.442	0.011	0.057	0.101
Si	2.244	-2.313	-5.137	-0.014	0.111	0.203
Si	-4.492	6.232	21.97	0.206	0.186	-0.547
Si	4.57	7.748	-5.256	-0.055	-0.109	0.044
Si	0.647	2.654	25.164	-0.016	-0.031	-0.099
Si	-9.228	-3.622	-7.638	-0.023	-0.059	-0.072
Si	4.911	-0.09	-1.759	0.13	-0.553	0.426
Si	-4.576	8.02	24.473	0.058	0.043	-0.063
Si	2.286	1.685	-7.58	0.156	-0.111	0.042
Si	3.711	2.5	-4.951	0.029	-0.073	0.138
Si	-3.077	3.753	23.318	0.124	-0.053	-0.161
Si	-1.361	1.373	6.797	0.002	-0.004	0.004
Si	1.33	4.099	6.815	-0.004	-0.002	0
Si	-1.36	6.818	6.798	-0.009	-0.004	-0.002
Si	1.348	9.515	6.79	0.006	0.008	0.004
Si	-1.363	-4.105	6.78	0.007	-0.002	0.007
Si	1.365	-1.371	6.801	-0.008	0.001	0.004
Si	4.061	1.351	6.832	0.001	-0.003	0.007
Si	6.781	4.099	6.844	0.008	-0.006	0.01
Si	4.044	6.821	6.817	0.004	0.001	0.01
Si	6.808	-6.795	6.791	-0.001	-0.003	0
Si	4.098	-4.08	6.783	-0.002	-0.008	-0.002
Si	6.805	-1.392	6.804	0.007	0.005	0.003
Si	-6.798	1.349	6.843	0	-0.006	0.013
Si	-4.078	4.094	6.799	-0.002	0.004	-0.006
Si	-6.795	6.825	6.79	-0.002	0.006	0
Si	-4.072	-6.781	6.776	0.002	-0.01	0.003
Si	-6.782	-4.102	6.788	0	0.005	-0.008
Si	-4.065	-1.389	6.82	-0.002	0.005	0.008
Si	-2.709	-0.003	8.158	0.018	-0.012	-0.001
Si	-0.019	2.731	8.168	-0.018	0.02	0.002
Si	-2.724	5.455	8.156	-0.01	0.021	0.009
Si	0.005	8.156	8.169	0.015	-0.019	-0.003
Si	-2.728	-5.435	8.162	-0.02	0.015	-0.001
Si	0.002	-2.741	8.144	0.007	-0.012	0.003
Si	2.699	-0.004	8.177	-0.01	0.012	0.002
Si	5.434	2.709	8.185	0.01	-0.014	0.009
Si	2.707	5.44	8.176	0.011	-0.018	0.001
Si	5.431	-8.142	8.155	-0.012	0.023	-0.001
Si	2.716	-5.432	8.138	-0.006	0.008	0
Si	5.447	-2.738	8.168	0.009	-0.013	-0.002
Si	-8.175	-0.013	8.177	-0.006	0.012	0.008
Si	-5.427	2.725	8.17	0.006	-0.009	-0.006
Si	-8.157	5.468	8.163	-0.01	0.016	-0.001
Si	-5.426	-8.149	8.146	0.012	-0.01	0.009
Si	-8.149	-5.447	8.153	0.016	-0.023	0
Si	-5.447	-2.732	8.167	-0.015	0.006	0.004
Si	-1.35	-1.368	9.508	0.01	0.006	-0.003
Si	1.341	1.365	9.523	0.004	-0.005	0.001
Si	-1.372	4.088	9.524	0.004	-0.016	-0.005
Si	1.354	6.796	9.539	-0.004	0.007	0.005
Si	-1.365	9.518	9.52	-0.011	-0.004	0.006
Si	1.364	-4.082	9.517	0.001	-0.001	-0.002
Si	4.08	-1.364	9.515	0.005	0.002	-0.007
Si	6.794	1.353	9.544	-0.004	-0.002	0.009
Si	4.068	4.074	9.532	-0.002	0.007	0.003
Si	6.795	-9.505	9.516	0.009	-0.014	0.001
Si	4.071	-6.786	9.512	0.003	0.007	0
Si	6.809	-4.093	9.52	0.01	-0.001	0.002
Si	-6.804	-1.365	9.529	-0.001	-0.007	0.001
Si	-4.068	1.362	9.523	-0.011	0.003	0
Si	-6.798	4.092	9.518	-0.002	0.008	-0.001
Si	-4.083	6.805	9.513	-0.001	-0.003	-0.003
Si	-6.794	-6.8	9.512	-0.011	0.008	0.001
Si	-4.086	-4.082	9.531	0.004	0.002	0.007
Si	-0.006	-0.002	10.879	-0.009	-0.006	-0.001
Si	2.705	2.709	10.887	-0.006	-0.004	0.005
Si	-0.006	5.427	10.892	-0.004	-0.003	0.002
Si	2.722	8.166	10.878	0.018	-0.003	-0.003
Si	0.002	10.879	10.876	0.01	0.005	0.006
Si	2.72	-2.712	10.878	0.006	0.008	-0.004
Si	5.422	-0.008	10.894	-0.003	-0.006	-0.004
Si	8.161	2.732	10.884	0.005	-0.006	0.005
Si	5.442	5.443	10.869	0.006	0	-0.003
Si	8.165	-8.155	10.873	0.001	0.009	-0.001
Si	5.436	-5.438	10.879	-0.001	-0.005	0.001
Si	8.153	-2.727	10.884	-0.002	0.007	0.005
Si	-5.439	0.011	10.876	0	0	-0.002
Si	-2.715	2.722	10.891	0.005	0.006	0.003
Si	-5.433	5.444	10.88	0.014	0.022	-0.005
Si	-2.726	8.151	10.879	-0.012	-0.018	-0.001
Si	-5.45	-5.443	10.886	-0.009	-0.01	0.006
Si	-2.721	-2.711	10.873	-0.012	0.002	-0.006
O	3	-1.667	-3.854	-0.252	0.315	0.044
O	4.772	1.281	-4.986	-0.034	-0.414	-0.543
O	-7.947	-0.816	-6.172	0.542	-0.209	-0.503
O	-1.852	3.271	22.339	0.205	-0.337	0.121
O	-3.117	2.736	-1.128	-0.216	0.231	-0.002
O	0.003	4.869	-1.509	0.167	-0.129	-0.214
O	-2.842	-7.854	-1.616	-0.147	0.185	-0.439
O	-8.21	2.883	-1.071	-0.344	0.231	-0.42
O	-8.094	7.409	-1.176	0.356	-0.575	-0.08
O	2.951	8.092	-1.5	-0.039	0.158	-0.267
O	5.242	-5.57	-1.461	0.423	0.273	-0.164
O	-5.896	-2.847	-2.516	0.189	0.249	0.15
O	-6.547	-0.364	-2.875	-0.076	0.167	-0.6
O	-6.825	-6.8	-0.362	0.089	-0.153	-0.349
O	-5.163	-5.151	-1.533	0.122	-0.371	-0.387
O	-2.659	-2.715	20.94	0.214	0.021	0.65
O	-2.15	4.754	20.226	-0.427	0.136	0.195
O	-10.559	-4.967	21.161	-0.036	0.059	-0.085
O	4.806	4.835	23.861	0.456	0.458	0.192
O	-1.09	-7.928	24.734	-0.198	-0.359	0.129
O	0.088	4.942	21.657	0.067	0.156	0.317
O	-8.596	2.649	23.93	-0.243	0.331	0.172
O	5.263	6.308	-5.383	-0.193	-0.026	0.236
O	3.614	2.783	22.701	0.67	-0.248	-0.274
O	3.643	-0.978	-8.844	0.387	-0.486	-0.134
O	2.503	5.202	22.723	0.013	0.132	0.253
O	-8.116	-4.792	-7.733	0.506	-0.003	-0.634
O	-1.628	3.396	-5.697	0.141	-0.571	-0.273
O	-10.32	0.569	-2.795	0.285	0.343	0.125
O	5.384	-0.082	20.846	-0.107	0.089	0.546
O	-10.061	4.59	-2.758	-0.171	-0.697	0.236
O	-3.618	4.93	-4.923	-0.64	0.337	0.508
O	-9.528	6.714	21.724	-0.02	-0.471	0.358
O	1.249	-1.538	21.917	-0.04	-0.157	0.203
O	-10.641	-4.163	-8.218	-0.301	0.205	0.312
O	-5.974	-7.828	25.136	0.085	0.429	0.629
O	-5.815	-6.11	21.538	0.268	-0.336	0.074
O	2.522	-3.666	21.378	0.513	-0.359	0.222
O	-6.564	-2.682	24.824	0.055	0.288	0.273
O	0.153	-0.533	-3.201	0.672	-0.044	0.1
O	-8.736	-7.355	-3.182	0.604	0.468	0.196
O	-4.817	0.272	24.386	-0.349	0.026	0.319
O	-7.966	-7.68	20.896	-0.266	-0.182	-0.562
O	0.245	-4.978	21.525	0.021	0.036	-0.109
O	-8.335	6.384	-3.598	0.339	0.198	-0.425
O	-2.435	-2.531	-1.459	-0.492	-0.121	-0.154
O	1.303	-2.173	-8.65	0.253	-0.626	0.1
O	-10.425	0.376	-8.777	-0.018	-0.345	0.49
O	1.372	6.628	-2.972	-0.095	0.09	-0.354
O	-8.907	-3.708	24.306	-0.32	-0.055	-0.165
O	2.358	-3.901	-5.056	-0.064	-0.107	-0.305
O	-0.163	4.879	-4.148	0.053	-0.312	0.138
O	-8.987	-2.758	21.122	-0.251	0.507	0.385
O	-3.618	7.502	-5.557	-0.799	0.072	0.111
O	2.594	2.17	-6.067	-0.269	0.021	-0.006
O	-3.903	-6.284	-5.145	-0.032	0.129	0.471
O	-10.434	7.125	-2.193	-0.283	0.209	0.172
O	-10.053	-7.161	22.492	-0.122	0.104	0.722
O	-6.555	1.399	22.817	0.062	-0.301	-0.136
O	-0.377	-7.122	-2.027	0.331	-0.256	0.488
O	4.979	-0.346	24.547	0.177	0.21	-0.508
O	-10.212	-0.985	-4.891	-0.499	-0.276	-0.15
O	-5.736	5.389	21.313	0.26	0.123	0.251
O	2.722	-2.561	-1.396	-0.298	-0.009	0.051
O	3.035	2.68	-3.486	0.12	0.519	-0.031
O	-4.026	-3.353	-8.744	0.033	-0.317	-0.26
O	-10.061	-5.186	-3.82	0.187	0.271	-0.269
O	-1.273	-4.69	-2.542	-0.292	-0.383	-0.237
O	-2.3	-0.267	24.689	0.001	-0.11	-0.1
O	-8.104	-2.037	-1.421	-0.366	-0.028	-0.237
O	-4.012	0.088	-6.188	-0.267	-0.057	0.091
O	-3.999	0.506	-2.34	0.242	-0.437	-0.516
O	0.536	6.755	23.47	-0.219	-0.313	0.311
O	1.732	-7.685	-7.972	0.082	-0.335	0.147
O	-4.148	2.706	-6.148	-0.084	0.301	-0.201
O	-1.595	5.944	-6.201	0.38	0.436	-0.234
O	-6.344	1.261	-5.836	-0.046	0.172	0.444
O	4.806	-3.318	-2.799	0.313	0.205	-0.418
O	4.479	3.851	-5.351	-0.005	0.23	-0.258
O	-5.954	2.116	-2.09	0.136	0.104	-0.275
O	-1.383	-5.526	23.681	0.049	0.467	0.265
O	2.922	-1.857	-6.525	0.562	-0.001	-0.047
O	3.487	0.719	-1.81	-0.151	-0.338	-0.058
O	-8.975	1.347	21.745	-0.033	-0.355	0.472
O	3.344	-2.049	23.396	0.481	-0.566	0.57
O	-8.699	-2.331	-8.424	-0.317	0.25	0.178
O	-4.334	2.736	23.332	-0.417	0.445	0.079
O	-9.659	7.067	-8.319	0.152	0.164	0.689
O	-8.417	1.463	-7.455	-0.01	0.514	0.028
O	3.845	8.142	-6.637	0.397	-0.194	-0.523
O	-3.552	5.191	22.778	0.463	0.367	0.241
O	-7.884	-7.414	-7.785	0.357	-0.408	0.129
O	-3.254	2.622	-3.714	-0.379	0.25	-0.066
O	-7.573	3.57	21.699	-0.353	0.308	0.161
O	-2.693	-2.147	-6.78	0.351	-0.17	0.266
O	-10.496	4.715	-7.443	-0.04	-0.484	-0.104
O	-1.46	1.246	-2.415	0.051	0.08	-0.279
O	0.686	-1.901	-5.261	-0.061	0.105	-0.642
O	1.643	0.201	-7.575	-0.624	0.016	0.208
O	-1.321	-7.099	21.683	-0.292	-0.247	0.404
O	-0.441	7.389	-8.852	-0.149	-0.07	0.567
O	-4.413	-3.982	-6.239	-0.089	0.375	0.216
O	-10.355	-6.752	-8.408	-0.197	-0.292	0.598
O	-1.234	6.786	-2.723	-0.426	-0.245	-0.068
O	-6.103	4.576	-1.064	0.108	-0.014	-0.357
O	-4.213	0.658	21.84	0.513	-0.201	0.311
O	-8.387	-6.176	-5.512	0.238	0.102	0.156
O	-7.825	-6.094	24.621	0.45	0.288	-0.418
O	2.189	-6.38	-5.679	-0.441	-0.137	0.137
O	1.089	-5.473	-3.394	-0.179	-0.134	0.124
O	3.63	1.627	-8.493	0.185	0.457	0.027
O	-8.762	-1.109	24.635	0.034	0.426	-0.29
O	0.091	-1.262	25.035	-0.017	-0.34	0.101
O	-1.513	-2.472	-3.916	-0.205	-0.232	-0.336
O	-2.125	0.111	-7.965	0.277	0.714	0.187
O	-9.363	-3.135	-6.102	-0.266	-0.312	0.312
O	-7.829	7.921	23.334	0.505	-0.278	-0.08
O	-6.68	-3.747	21.65	-0.33	-0.175	0.04
O	2.502	5.048	-8.458	0.24	-0.026	0.148
O	1.083	1.67	-1.992	-0.292	0.319	-0.078
O	-0.464	0.219	22.947	0.002	0.155	0.214
O	3.758	5.702	-2.47	-0.214	-0.492	0.017
O	-3.54	-7.05	24.328	-0.063	0.596	-0.177
O	-3.626	-3.912	-3.293	-0.045	-0.212	-0.333
O	-4.318	6.601	-0.547	-0.179	0.144	-0.389
O	-2.038	-7.125	-6.814	0.47	-0.435	-0.24
O	-2.117	-4.616	-7.5	0.404	0.217	0.333
O	-4.949	7.346	23.058	-0.617	0.25	-0.118
O	-1.862	-7.439	-4.145	0.461	0.293	-0.078
O	-5.836	-4.884	-4.163	-0.348	-0.093	-0.264
O	3.473	7.758	-4.072	-0.228	0.41	-0.108
O	-4.91	-4.323	23.456	0.576	-0.225	0.154
O	0.804	-6.937	23.243	0.806	0.373	-0.146
O	-8.855	1.268	-4.876	0.208	0.49	0.285
O	-4.002	5.682	-7.411	-0.552	-0.165	0.186
O	1.19	2.657	23.637	-0.319	0.229	-0.38
O	-1.467	-0.326	-5.387	-0.124	0.621	0.277
O	1.253	2.714	-8.254	-0.496	-0.178	-0.445
O	-2.657	3.841	24.871	-0.161	-0.022	0.202
O	3.608	-5.818	-7.874	-0.227	0.383	0.118
O	2.699	0.491	23.527	0.16	-0.226	-0.127
O	-0.327	-6.287	-8.634	0.416	0.604	-0.3
O	-8.038	-2.268	-4.005	0.027	-0.568	-0.041
O	4.399	-5.513	23.301	-0.418	0.419	0.031
O	3.672	-5.604	-3.574	0.078	-0.579	0.224
O	-10.605	-7.48	-4.996	-0.223	0.241	-0.383
O	-7.467	3.947	-3.267	0.529	-0.294	-0.699
O	-5.152	1.533	-8.178	0.064	-0.352	-0.266
O	0.643	4.635	-6.597	0.325	0.039	0.332
O	-4.032	-2.241	24.897	0.284	-0.017	-0.231
O	-9.224	4.441	-5.201	0.42	-0.177	-0.303
O	-6.048	-5.979	-6.598	0.326	-0.304	-0.28

Results
total energy: -105162.636 eV
total energy less fixed offsets of O -438.25, Si -107.07 eV per atom: -3.436 eV
